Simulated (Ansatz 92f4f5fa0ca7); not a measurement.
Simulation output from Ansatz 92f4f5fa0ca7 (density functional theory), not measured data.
Periodic cell of 184 atoms, Si120O64, from a study of silicon, its oxide and their interface. The atomic structure is a simulated model.
This geometry differs little from another in the collection (a relaxation step or a small displacement).

Settings
functional: r2SCAN
potential files: Ansatz PAW
basis: plane waves
wave-function cutoff: 800 eV
density cutoff ratio: 5
exchange-correlation grid ratio: 1
k mesh: 1 x 1 x 1, shifted by 0.5 0.5 0 of a step
self-consistency stop: 1e-10 eV per atom in the density residual
occupations: fixed
spin: none
net charge: 0

Cell vectors (angstrom)
a  10.888  0  0
b  0  10.888  0
c  0  0  27.2704

Atoms: element, x, y, z (angstrom)
Si  -3.659  -2.6258  -1.8831
Si  1.8332  0.4091  0.7479
Si  0.2253  7.2424  -1.2393
Si  0.7703  6.1272  -4.1777
Si  9.2815  -1.2084  -3.4899
Si  5.9392  1.6778  -0.9408
Si  2.7044  5.5887  2.7407
Si  8.4159  7.7215  0.0528
Si  1.6819  2.6538  1.041
Si  5.0028  4.5567  -0.2489
Si  1.862  7.3626  1.3718
Si  3.7288  8.9671  1.2978
Si  5.3971  2.7161  2.7064
Si  8.989  3.5747  1.6735
Si  6.9241  6.57  1.415
Si  9.393  9.5149  1.2898
Si  0.0345  2.8168  2.7783
Si  2.7867  -0.2763  2.7469
Si  0.0275  8.2408  2.6365
Si  3.6699  3.8631  1.5052
Si  7.3329  1.8252  1.5929
Si  8.2053  0.0077  2.7835
Si  5.5105  8.0506  2.5814
Si  8.166  5.3499  2.9046
Si  1.3217  4.2329  4.1209
Si  4.0691  1.286  4.0094
Si  1.3231  9.4895  4.1579
Si  4.164  6.8028  4.1007
Si  6.7236  4.0426  4.1823
Si  9.6732  1.2954  4.1141
Si  6.7671  9.5044  4.0084
Si  9.589  6.8191  4.041
Si  0.0391  -0.0245  5.5459
Si  2.7088  2.731  5.359
Si  -0.0157  5.5112  5.504
Si  2.741  8.1343  5.4454
Si  5.4237  -0.036  5.409
Si  8.203  2.672  5.4079
Si  5.4367  5.4362  5.5309
Si  8.1669  8.1631  5.3811
Si  1.4041  1.3846  6.8199
Si  4.0441  4.0574  6.8045
Si  1.3621  6.8348  6.8297
Si  4.079  9.5165  6.7959
Si  6.8184  1.3264  6.748
Si  9.5249  4.0763  6.7835
Si  6.8328  6.817  6.8155
Si  9.4954  9.5087  6.8144
Si  -0.0011  2.723  8.1594
Si  2.7549  -0.002  8.1769
Si  0.0142  8.2019  8.1809
Si  2.6796  5.4429  8.1515
Si  5.4595  2.6912  8.1103
Si  8.1335  -0.0054  8.1586
Si  5.4422  8.1785  8.1666
Si  8.2043  5.4442  8.1573
Si  1.3398  4.0979  9.519
Si  4.1383  1.3347  9.5186
Si  1.375  9.5534  9.56
Si  4.0236  6.8293  9.4859
Si  6.8278  4.0545  9.4539
Si  9.5286  1.3306  9.5068
Si  6.7614  9.5727  9.5447
Si  9.5519  6.8341  9.5199
Si  0.0114  0.0164  10.9191
Si  2.7627  2.7254  10.7883
Si  0.0108  5.4793  10.8914
Si  2.7134  8.1867  10.9581
Si  5.4163  0.0015  11.0052
Si  8.1479  2.6662  10.8513
Si  5.4256  5.4422  10.7103
Si  8.1789  8.2376  10.8273
Si  1.4042  1.452  12.189
Si  4.1882  4.0301  12.0935
Si  1.4012  6.7712  12.3246
Si  7.1132  9.1321  14.9753
Si  6.8497  1.3342  12.3429
Si  9.4535  4.119  12.133
Si  6.6678  6.917  12.0011
Si  9.5518  9.5034  12.2862
Si  -1.2167  1.4342  14.8426
Si  2.6543  0.1769  13.7309
Si  -0.1256  7.9708  13.6768
Si  2.9959  5.4348  13.4758
Si  5.494  2.7856  13.6312
Si  5.3451  -0.3008  17.1685
Si  4.007  9.5631  12.4232
Si  7.8949  5.4639  13.2555
Si  3.2325  6.2448  16.927
Si  3.9799  1.6582  15.0029
Si  1.1061  10.3019  15.3501
Si  4.6012  6.3433  14.9299
Si  6.3559  4.636  14.8209
Si  10.8562  2.8027  13.4531
Si  8.2035  10.8432  13.7307
Si  9.0814  6.7157  14.738
Si  -26.3037  -21.6166  20.0356
Si  1.0563  -11.0823  19.9656
Si  -8.2508  -1.6943  17.8429
Si  26.6542  -12.232  22.1594
Si  1.3734  12.2649  22.4733
Si  -8.0443  -0.3122  24.3718
Si  6.7721  -0.1334  24.3001
Si  -18.1856  10.5816  26.6923
Si  9.2737  6.6473  21.2004
Si  -23.4883  20.495  20.6518
Si  20.3856  -6.8221  19.4653
Si  3.7534  -4.3359  22.0584
Si  -11.4246  -18.3409  23.3836
Si  21.95  -1.444  25.269
Si  -11.1204  10.8583  27.0935
Si  8.8035  -28.5247  16.3966
Si  -28.6989  4.6495  19.4648
Si  -16.2657  27.6348  24.4974
Si  -9.377  24.5046  19.9571
Si  -4.3196  14.0926  20.4665
Si  -14.2072  4.737  22.771
Si  16.3515  -13.6497  13.6435
Si  13.0168  -17.6198  15.1789
Si  -0.5258  13.9195  26.4906
O  4.0737  -16.2435  -9.1643
O  -10.9998  0.4749  -11.6614
O  -13.9712  10.3582  -7.0189
O  27.8733  -5.3826  0.4742
O  -20.1445  -12.2655  -2.7786
O  8.9613  8.0198  -6.8633
O  4.5388  16.2312  -1.592
O  -8.8332  26.9713  -10.8271
O  21.2892  -11.562  -7.5061
O  -13.4467  19.2729  -3.1056
O  8.3566  0.1107  -3.1745
O  10.0499  1.4489  -0.5934
O  -1.2687  5.5489  -7.1992
O  22.4414  14.5417  -12.57
O  -12.1952  -1.124  -5.0689
O  -4.5425  1.6283  -6.5833
O  2.5343  29.3844  17.4881
O  -6.2582  -15.9754  23.1641
O  2.214  -4.2566  22.5617
O  15.3526  8.0041  21.866
O  -11.2481  6.8818  22.2014
O  -9.6026  0.017  21.5684
O  0.5734  8.8446  14.8802
O  -8.8545  9.5597  19.306
O  15.5695  0.8934  26.9516
O  -1.3906  5.4912  15.761
O  16.9744  11.2155  18.4457
O  -15.3411  31.5112  16.3248
O  0.5563  6.4093  24.6696
O  -12.0739  28.5963  26.7403
O  -7.1726  10.1513  23.0786
O  -17.9774  -16.0905  20.6928
O  15.6069  0.8705  16.232
O  -18.7584  2.8473  15.6193
O  7.2086  -9.5445  27.2733
O  1.4275  -3.9465  27.0976
O  -5.7476  -11.5787  20.6936
O  8.1572  18.8122  15.42
O  2.185  -9.7733  23.8534
O  -9.0799  -0.8071  16.7791
O  -13.6947  -7.4943  19.893
O  -13.7957  -4.7516  22.0429
O  16.235  -17.9804  19.5619
O  16.6188  25.0314  26.396
O  21.1288  25.244  24.9692
O  4.193  -23.0755  17.6891
O  -1.6017  14.7718  27.3436
O  6.0971  -9.6307  24.7582
O  -19.7503  -19.2848  21.4852
O  6.8785  -16.7636  24.2075
O  -10.9819  -19.8121  22.8635
O  23.1808  -9.6438  19.2644
O  2.6428  14.5815  19.3096
O  -12.7193  2.6372  15.7843
O  -4.8975  -14.4276  24.8861
O  7.1828  -6.5347  16.236
O  -21.2196  4.5297  22.8844
O  0.9806  3.3851  26.9966
O  -15.2994  3.9557  21.8816
O  10.8752  -18.4662  19.8853
O  -12.3659  -6.7772  17.8653
O  30.6657  -7.0762  22.822
O  -4.3406  9.7434  25.5596
O  -4.6644  -44.4581  22.9753

Results
free energy: -113253.777 eV
free energy less fixed offsets of O -570.45, Si -639.56 eV per atom: 2.223 eV

Forces (eV/angstrom), in the order of the atoms: element, x, y, z
Si  -0.0419  0.0035  -0.1554
Si  0.0013  -0.0032  0.0206
Si  0.008  -0.023  -0.1596
Si  0.0111  -0.0041  -0.2495
Si  -0.0131  0.0365  -0.2219
Si  0.0004  -0.0115  -0.1656
Si  0.0013  -0.0048  0.0018
Si  0.0194  -0.0144  -0.0428
Si  -0.0033  0.0031  -0.0358
Si  -0.0001  0.0121  -0.154
Si  -0.0117  -0.012  -0.0576
Si  -0.001  0.0121  -0.0048
Si  -0.0036  0.0038  0.0022
Si  0.0062  0.0096  -0.0456
Si  0.0036  -0.0079  -0.0197
Si  0.0074  0.0001  0.0047
Si  -0.0029  0.0007  0.0055
Si  -0.0062  0.0031  0.0081
Si  -0.0069  0.0105  0.0018
Si  0.0011  -0.0018  -0.0013
Si  -0.0074  -0.0121  -0.0501
Si  0.0078  -0.0086  -0.0004
Si  -0.0086  -0.0016  0.005
Si  -0.0072  -0.0003  0.0044
Si  -0.0003  0.0031  0.0002
Si  -0.0007  -0.0095  -0.0001
Si  0.005  0.0005  -0.0001
Si  0.0041  0.0033  0
Si  0.0019  -0.001  0.0008
Si  -0.0022  0.0035  -0.0015
Si  -0.0019  -0.0001  0
Si  0.004  0.0008  -0.002
Si  -0.0005  -0.0009  0.0002
Si  -0.0001  -0.0007  0.0005
Si  0.001  0.0005  0.0005
Si  0.0012  -0.0003  -0.0003
Si  0.001  0.0001  0.0004
Si  -0.0006  -0.0007  -0.0004
Si  0.0003  0.0003  0.0013
Si  -0.0004  0.0001  0.0016
Si  0.0006  -0.0008  0.0014
Si  0.0013  0.0003  0.001
Si  -0.0005  -0.0001  0.0003
Si  0.0004  -0.0002  0.0013
Si  0.0006  -0.0014  0.0005
Si  0  0.0003  0.0009
Si  -0.0004  -0.0009  0.0006
Si  0.0002  0.0005  0.0008
Si  -0.0005  0.0002  0.0006
Si  -0.0001  0.0003  0.0002
Si  -0.0005  0.0002  0.0005
Si  -0.0002  -0.001  0.0005
Si  -0.0005  0.0008  0.0009
Si  0  -0.0001  0.0003
Si  0.0004  0.0005  0.0009
Si  0.0001  0.0003  0.0008
Si  0.0005  0.0004  0.001
Si  -0.0002  -0.0002  -0.0001
Si  -0.0003  -0.0002  0.0004
Si  0.0002  -0.0006  0.0009
Si  0.0006  0.001  0.0005
Si  0.0004  -0.0009  0
Si  0.0003  0.0005  0
Si  0.0006  0  0.0005
Si  0.0007  -0.0019  -0.0009
Si  -0.001  -0.0013  0.001
Si  -0.0005  -0.0003  0.0007
Si  -0.0005  -0.0005  -0.0004
Si  0.0003  0.0011  0.0007
Si  0.0015  0.0009  0.0006
Si  -0.0005  0.0001  -0.0012
Si  -0.0018  0.0022  0
Si  -0.0078  0.0033  0.0012
Si  0.0026  0.0006  0.0004
Si  -0.0045  0.0051  0.0012
Si  0.024  -0.0208  -0.1123
Si  0.0001  -0.0007  -0.0034
Si  0.002  -0.0056  0.0003
Si  0.0001  -0.0048  -0.0001
Si  0.003  -0.0041  0.0023
Si  -0.0024  -0.0269  -0.095
Si  0.0048  0.0015  0.0116
Si  -0.0132  -0.019  -0.0344
Si  -0.0074  -0.0031  0.0084
Si  0.002  -0.0039  0.0083
Si  -0.0138  -0.0196  -0.3064
Si  -0.0001  -0.0034  -0.0013
Si  -0.0015  0.0028  0.0056
Si  -0.0115  0.0006  -0.2559
Si  -0.021  0.0219  -0.1204
Si  -0.03  0.0092  -0.1711
Si  0.0073  -0.0001  -0.0059
Si  -0.0269  0.0099  -0.0653
Si  -0.0099  -0.0174  -0.0337
Si  -0.003  0.0011  0.0076
Si  -0.0066  0.0204  -0.0807
Si  -0.0099  0.0538  -0.3001
Si  0.0683  -0.0485  -0.2773
Si  0.0147  -0.0276  -0.2861
Si  0.0225  -0.0225  -0.2892
Si  0.0074  0.0185  -0.2924
Si  -0.0039  0.0332  -0.2456
Si  0.0032  -0.0238  -0.2143
Si  0.0248  0.0123  -0.0445
Si  -0.0059  -0.0352  -0.2496
Si  -0.0189  0.0286  -0.2836
Si  -0.0052  -0.0332  -0.317
Si  -0.008  -0.0424  -0.2712
Si  -0.0029  -0.0033  -0.2419
Si  0.025  -0.0103  -0.0459
Si  -0.0099  0.002  -0.0363
Si  -0.0579  0.0092  -0.2753
Si  0.0008  0.0259  -0.3168
Si  0.0152  -0.032  -0.2426
Si  -0.009  0.0265  -0.2349
Si  -0.0065  -0.0204  -0.2394
Si  -0.0176  -0.0162  -0.2404
Si  0.0019  0.016  0.0066
Si  -0.0021  -0.0181  -0.1214
Si  -0.0131  0.0196  -0.199
O  0.0259  -0.0869  0.2355
O  0.0212  -0.017  0.0651
O  0.0486  -0.033  0.1031
O  0.0228  0.0241  0.0615
O  -0.0357  -0.0114  0.0885
O  0.008  -0.0087  0.0948
O  -0.0235  -0.0398  0.1445
O  0.0017  0.03  0.1199
O  -0.0475  -0.0141  0.1088
O  -0.0183  -0.0253  0.1142
O  0.0003  -0.0036  0.0743
O  0.0066  -0.0195  0.0558
O  -0.0068  0.0845  0.1483
O  0.0248  0.0195  0.0579
O  0.018  -0.0074  0.2656
O  0.0033  0.0003  0.0872
O  -0.0276  0.0524  0.1093
O  0.0537  -0.0096  0.1574
O  -0.0494  0.0007  0.0939
O  0.0027  0.0211  0.0866
O  0.0574  -0.0021  0.1244
O  0.0061  0.0398  0.1827
O  0.0255  0.038  0.0697
O  -0.0677  0.0646  0.182
O  -0.0307  -0.0146  0.0544
O  0.0072  -0.0547  0.1002
O  0.0525  0.0189  0.2298
O  -0.0575  0.0508  0.1494
O  -0.0266  0.0639  0.1824
O  -0.0463  0.0099  0.0652
O  -0.0578  0.0351  0.1856
O  -0.0083  0.0882  0.2043
O  0.0452  -0.0629  0.1449
O  -0.01  0.0068  0.0614
O  0.0263  0.0064  0.0907
O  0.0493  0.0005  0.1116
O  -0.0421  -0.0547  0.1746
O  -0.0033  0.0064  0.0491
O  0.0551  -0.0592  0.1659
O  0.0436  -0.0426  0.1856
O  -0.0507  -0.0067  0.1113
O  -0.031  -0.0195  0.1055
O  0.0416  -0.0204  0.105
O  -0.015  0.0078  0.0694
O  0.0043  -0.0183  0.1947
O  -0.0184  -0.0034  0.1005
O  -0.0227  0.0026  0.087
O  -0.0165  0.0304  0.1068
O  -0.0049  -0.0436  0.1711
O  -0.0472  0.029  0.1267
O  -0.0286  0.0187  0.0966
O  -0.0111  0.007  0.1055
O  -0.0279  -0.0308  0.0976
O  -0.0139  0.0607  0.1037
O  0.0419  0.0355  0.0936
O  0.0529  -0.0163  0.109
O  -0.0085  -0.0004  0.0815
O  0.0359  -0.0124  0.0702
O  0.0284  0.0558  0.1616
O  0.0282  -0.0115  0.096
O  0.0459  -0.0038  0.2574
O  0.0398  -0.0165  0.0914
O  -0.0007  -0.0274  0.0945
O  0.0506  0.0309  0.1534

The program warned: the cutoff lies below the one the program advises for these potential files; the forces do not sum to zero within the program's tolerance; empty levels may hold ghost states of the PAW files; the exchange-correlation potential is rough where the density is thin.
